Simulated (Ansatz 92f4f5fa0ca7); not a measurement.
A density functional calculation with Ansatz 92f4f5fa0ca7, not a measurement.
Periodic cell of 233 atoms, Si134O99, from a study of silicon, its oxide and their interface. The atomic structure is a simulated model.

Settings: functional r2SCAN; potential files Ansatz norm-conserving; basis plane waves; wave-function cutoff 1300 eV; density cutoff ratio 4; exchange-correlation grid ratio 1; k mesh 2 x 2 x 1, shifted by 0.5 0.5 0.5 of a step; self-consistency stop 5e-08 eV per atom in the density residual; occupations Fermi-Dirac, 0.05 eV; spin none; net charge 0.

Cell vectors (angstrom)
a, 11.4643, -0.0584, -0.12
b, -0.3194, 15.3634, 0.0851
c, -2.0458, 2.8323, 21.3705

Atoms and the computed forces on them: element, x, y, z (angstrom), force x, y, z (eV/angstrom)
Si, -1.2439, 2.88, -0.8634, -1.1878, 0.5404, -2.0606
Si, -1.4142, 5.4448, -0.8061, -0.458, -0.2653, 0.005
Si, 7.875, 9.583, -1.332, -2.1454, 3.5558, 0.0406
Si, 6.1817, 13.8723, -1.2328, 0.0345, 0.1728, 0.3561
Si, 2.4979, 2.7957, -0.7512, 0.0942, 0.9057, -1.4036
Si, 2.2791, 5.2683, -0.5739, 0.398, 0.1575, -0.7315
Si, 1.5717, 9.742, -1.5049, -1.068, -3.2476, -7.2789
Si, 0.5397, 12.2937, -2.1652, -2.4639, 3.5802, -3.3152
Si, 6.3664, 2.8977, -0.6171, -0.5222, 0.9185, -0.4893
Si, 6.4522, 5.3287, -0.6597, -0.1998, 1.0021, -2.0055
Si, 5.4639, 9.5513, -1.4575, 3.4585, 6.3837, 0.8576
Si, 6.7783, 12.0442, -2.5585, -3.1897, 0.4197, -4.5799
Si, 0.5314, 2.4029, 0.3846, 0.8296, -1.6818, 1.2928
Si, 0.3945, 5.9207, 0.6839, -0.1061, -0.4119, -0.8463
Si, -0.1631, 9.7793, 0.65, -2.1116, -1.2906, 1.3572
Si, -1.3847, 13.8836, -0.7492, -0.95, -2.4381, -0.359
Si, 4.4141, 2.282, 0.4248, -0.2782, 0.8923, 0.5856
Si, 4.3183, 5.971, 0.364, 0.2976, -0.8924, -0.1181
Si, 4.0227, 9.8793, 0.261, 1.857, -1.743, 1.4031
Si, 4.1869, 13.6583, 0.0241, 0.5267, -0.2668, 1.5996
Si, 8.3078, 2.3007, 0.3564, 0.8983, 0.7435, -0.1086
Si, 8.2909, 5.7604, 0.6015, 0.6267, 1.7442, 0.379
Si, 8.7398, 9.789, 0.7052, 1.2364, 1.5774, 0.7617
Si, 7.9397, 13.7045, 0.3611, 1.2102, 1.4499, -0.3217
Si, 0.4297, 4.0192, 2.0072, -0.0889, 0.7171, 0.3734
Si, 0.2732, 7.7944, 1.9775, 1.369, 1.5352, 0.5569
Si, 0.3626, 11.7828, 1.7769, 1.2077, 0.8299, -0.0867
Si, 0.3197, 15.7707, 1.9197, -0.7043, 0.2381, -1.2119
Si, 4.3182, 4.1597, 1.9097, 0.6459, -0.4168, -1.2638
Si, 4.2032, 7.8712, 1.6594, -1.2813, 1.124, -0.2091
Si, 4.3042, 11.6619, 1.5153, 0.1525, 2.2235, 1.0581
Si, 4.2089, 15.6675, 1.6107, -2.1468, -1.4039, -0.586
Si, 8.1964, 4.0292, 1.9525, 0.6196, -0.6173, 0.7067
Si, 8.2996, 7.8809, 1.8874, -1.5057, -1.2831, 0.2789
Si, 8.1587, 11.9476, 1.8169, -0.1061, -1.584, -0.5765
Si, 7.9798, 15.8513, 1.7304, -0.1651, -2.5848, -0.7175
Si, -1.3955, 4.2374, 3.478, -0.7063, -1.2021, -0.9341
Si, -1.3906, 7.935, 3.5344, -0.3688, -0.9281, 1.1125
Si, -1.4503, 11.8588, 3.2999, -0.366, 0.7578, 0.0033
Si, -1.6417, 15.7607, 3.1992, 0.5966, 0.3433, 0.5847
Si, 2.4537, 3.9915, 3.1492, -0.4212, 0.9857, -0.503
Si, 2.3697, 7.9927, 3.2773, -0.8765, -1.8369, -1.3081
Si, 2.4804, 11.797, 3.0437, -0.5241, -0.9176, -0.4303
Si, 2.1891, 15.5874, 3.1605, 1.1446, 0.6877, -0.3419
Si, 6.2413, 4.0604, 3.1489, -0.1082, 1.5096, -0.1148
Si, 6.0116, 7.8486, 2.9947, 2.5332, 1.1058, 0.286
Si, 6.1642, 11.7171, 2.9646, 0.0459, -0.1084, 0.2604
Si, 6.0153, 15.6304, 2.8861, 0.9434, 0.751, 1.5601
Si, -1.393, 2.2207, 4.6229, -0.408, 0.0806, 0.1747
Si, -1.4845, 5.9171, 5.0176, 0.4851, 1.3869, -0.79
Si, -1.4304, 9.9822, 4.7475, 0.3002, 0.2595, 0.0914
Si, -1.5118, 13.8925, 4.5724, 0.0072, -1.2436, 0.6321
Si, 2.4164, 2.1487, 4.4058, 0.7846, -1.4745, 0.4123
Si, 2.3095, 5.8647, 4.481, -0.6361, 1.0671, -0.9417
Si, 2.3602, 9.8579, 4.5551, -0.1171, 1.6062, -0.1622
Si, 2.3457, 13.6724, 4.4512, 1.4702, 0.2543, -0.4978
Si, 6.2954, 2.2059, 4.3326, -0.6243, -1.741, -0.2376
Si, 6.0545, 6.0551, 4.4481, 0.3964, -1.0557, -0.3695
Si, 6.3863, 9.807, 4.3835, -2.2237, -0.467, -2.1048
Si, 5.9628, 13.7235, 4.2229, 2.2913, -0.0843, -1.3071
Si, 0.6064, 2.6692, 5.7062, -0.8994, 0.3287, 0.815
Si, 0.5758, 5.1724, 5.8377, 0.0162, -0.1313, 1.8339
Si, 0.552, 10.7309, 5.891, -0.5706, 0.1218, -0.7763
Si, 0.587, 13.2353, 5.7057, -2.3401, -0.3734, 1.5237
Si, 4.4071, 1.9063, 5.6188, 0.2371, -0.3714, 0.2177
Si, 4.1384, 5.5621, 5.6958, 0.6166, 1.6971, 1.1595
Si, 4.4019, 9.81, 5.6192, 0.9822, 0.5859, 0.084
Si, 4.3739, 13.774, 5.697, -2.4085, 0.768, 0.5061
Si, 8.0209, 2.1699, 5.8049, 0.8293, 0.8896, 0.8705
Si, 7.8931, 5.9977, 5.8716, -0.8797, 1.8892, -0.4503
Si, 8.0161, 9.8735, 5.8742, 1.3664, 0.7623, 1.2863
Si, 7.8406, 13.7959, 5.7344, 0.6021, -0.3844, -1.0311
Si, 0.8473, 1.4845, 7.701, 0.6294, -0.4288, -1.2211
Si, 1.7818, 6.8451, 8.2228, -1.1213, -0.6631, -3.9732
Si, 1.178, 9.8291, 7.9052, -3.7054, 0.2524, -0.7815
Si, 1.9433, 14.2224, 9.3777, 0.1358, 0.7929, 1.1639
Si, 4.0801, 3.7087, 6.9188, -1.0039, -1.5796, 0.4464
Si, 4.0586, 6.6796, 7.8768, 0.1781, -1.8651, 0.0476
Si, 4.0097, 10.8982, 8.478, 2.0192, -0.0135, -0.7121
Si, 4.7713, 15.5192, 7.1557, 1.1288, 0.5144, -0.4837
Si, 10.8554, 1.5438, 9.283, -2.3042, 2.2368, -4.7816
Si, 7.4306, 8.0032, 7.1488, 0.3848, -0.8759, 0.0777
Si, 7.2469, 11.9183, 6.9876, 1.4634, -0.3171, 1.6888
Si, 7.3727, 15.5846, 7.0881, -0.9108, -0.0801, 0.7583
Si, 2.6594, 2.6593, 8.5667, -0.8804, -0.3438, -0.332
Si, -1.2004, 6.5476, 11.4948, -10.6315, 0.2163, 0.8445
Si, 0.9782, 10.4963, 10.657, -4.8324, -5.5805, 0.4595
Si, 3.5413, 15.943, 9.0377, 0.1464, 0.4506, 0.8419
Si, 5.5614, 4.1798, 8.4707, 0.181, 0.4557, 3.8951
Si, 5.1442, 8.5178, 7.4326, 0.5046, 1.833, 0.7739
Si, 5.0085, 11.9144, 6.6572, -0.9715, -1.9412, 0.6849
Si, 0.2701, 14.3693, 7.8401, -0.9352, 0.9461, -0.8256
Si, 7.5826, 4.2882, 7.2301, 1.7311, -1.6302, 0.8269
Si, 8.0804, 8.4042, 9.983, 0.5464, 1.1783, 9.2096
Si, 7.804, 11.573, 10.0964, 5.8956, -4.3903, -2.4915
Si, 9, 15.2535, 8.84, -1.6593, 0.075, 2.3411
Si, 4.0747, 4.5226, 18.883, -1.5824, -2.9328, -0.9274
Si, 3.4982, 2.5274, 15.7219, -2.693, 0.6053, -7.0331
Si, 8.9295, -0.0258, 14.4769, 0.8577, 0.7099, 15.3749
Si, 7.6816, 15.533, 11.6949, 0.745, -9.1081, -0.6259
Si, 2.7371, 3.0049, 11.3625, -1.5544, 0.2655, 4.229
Si, 4.6401, 1.9747, 10.7264, 1.1384, 0.4156, -0.405
Si, 1.118, 5.4445, 18.224, -0.0577, -0.8863, -0.4433
Si, 6.0647, -0.8617, 15.6474, 2.9299, 5.2506, 3.0384
Si, 9.8604, 7.8682, 15.7827, -4.0954, -1.7673, -7.8648
Si, 7.9615, 3.1406, 11.5879, -0.1651, 1.4406, 0.0618
Si, 12.1418, 15.7665, 11.7336, 0.6943, 1.7311, -4.6333
Si, -1.937, 4.4181, 9.5533, 1.9704, -1.6075, 4.655
Si, 3.9739, 6.9967, 13.1863, -2.9886, 4.677, 3.3506
Si, 3.167, 12.3587, 9.8955, -0.2172, -0.0895, 3.8371
Si, 1.3565, 0.8477, 16.9737, 1.5587, -2.9601, -1.2115
Si, 5.4075, 1.399, 13.6981, -5.0163, -1.3775, -0.4176
Si, 8.629, 9.5564, 13.6565, -2.0907, -10.589, 13.8487
Si, -0.5178, 13.9178, 13.8494, 1.7171, -1.3002, 3.6289
Si, 1.6657, 13.1915, 15.78, 4.9771, 5.6006, 0.8621
Si, 8.2941, 3.4688, 18.1306, 1.9524, 1.5939, -1.5347
Si, -1.415, 11.5219, 12.0324, -10.0146, 7.3736, 1.3851
Si, 11.4217, 5.2028, 15.4494, -3.0634, 1.1546, -8.422
Si, -1.221, 1.4153, 21.785, 0.2122, 0.4234, 0.5349
Si, 2.4092, 4.8439, 14.0054, 0.5716, -4.6674, 0.4309
Si, 7.1715, 9.147, 16.0854, 1.2189, -0.7349, -0.9794
Si, 0.6043, 8.454, 17.6909, 6.1364, -2.7381, 9.0646
Si, 6.894, 3.7896, 14.1512, 0.3889, 2.6595, -1.1407
Si, 4.7387, 9.4276, 14.5311, -4.7403, 1.2819, -10.1858
Si, 9.8131, 17.0132, 16.5937, -3.7517, 2.8192, 2.0763
Si, 5.7206, 13.0027, 11.767, -1.2253, 0.4686, -2.4935
Si, 1.5347, 7.4305, 11.2228, 0.2189, -2.7112, -0.2573
Si, 6.3288, 8.1535, 12.3609, 4.4221, 9.6331, 5.4928
Si, 9.5647, 4.3073, 13.4538, 2.1808, -1.4085, 6.9493
Si, 4.5494, 12.4896, 14.6251, -4.1006, -5.6994, -1.8916
Si, 1.6904, 11.0565, 17.9711, -2.684, 2.8227, 2.447
Si, 5.6612, 4.0194, 16.5922, 7.2254, 1.6151, -0.6191
Si, 6.4788, 9.5704, 19.0589, -0.6597, -0.0389, 3.1299
Si, 0.1868, 16.2572, 20.194, 0.6183, 0.128, -0.2909
O, 4.9377, 8.4356, -2.3098, -2.4751, -4.2266, -3.9103
O, 0.2897, 9.1118, -0.7959, -0.0578, 0.5401, 0.3401
O, 2.6773, 10.1569, -0.5389, -0.2393, 1.3766, 1.0679
O, -0.8925, 12.3221, -1.491, -2.1054, 1.7834, 2.2615
O, 0.9122, 5.6502, 7.4101, 0.6187, 0.6018, -0.1353
O, 1.0009, 8.2399, 7.8057, 0.4224, -0.5033, 0.1254
O, 1.5991, 6.583, 9.7024, -0.6375, 0.3998, 6.9364
O, 0.3305, 10.5478, 9.1368, 1.0428, -0.5442, 0.7544
O, 2.6627, 10.2435, 7.9038, 1.4196, -0.0238, 0.3444
O, -1.3139, 14.2701, 8.4733, 1.4141, -0.9733, -0.9475
O, -2.355, 4.694, 8.134, -2.2755, 0.3554, -4.3855
O, 10.5969, 3.0929, 9.5218, -2.0255, 2.6198, -0.0102
O, 9.3617, 7.8717, 10.8722, 0.2985, -1.869, 0.4532
O, 8.0181, 7.7352, 8.6948, -0.693, -3.9449, -7.9781
O, 8.9558, 10.5965, 12.8433, 4.9442, 13.591, -11.3101
O, 7.5821, 12.061, 8.6606, -1.0639, 1.5516, -5.236
O, 4.3554, 2.8016, 19.3485, -0.0926, 3.14, -0.9316
O, -1.0568, 2.2204, -2.4123, -0.3021, -0.6375, 0.5738
O, 9.9257, 8.7442, 14.3146, 0.9375, -0.0537, 2.3567
O, 8.6095, 8.3614, -1.9411, 0.7016, -2.7798, -0.9688
O, 5.1601, 12.5393, 13.1665, 0.3584, 0.0934, -0.5157
O, 7.952, 11.1068, -2.1935, 2.593, -3.6267, 2.3949
O, 1.275, 5.7208, 14.576, -3.6824, 2.2004, 1.8144
O, 2.2409, 8.5026, -2.5719, 1.2393, 2.164, 0.6138
O, 1.3972, 6.9495, 17.6533, -0.5148, 1.6645, 0.4838
O, 1.4744, -0.7894, 16.4653, 0.3331, 1.4063, 0.8834
O, 9.6581, 3.0659, 17.3027, -0.103, -0.3779, -0.0024
O, 7.0032, 6.0678, -2.2185, 0.0902, -0.4279, 1.8605
O, 6.9311, 9.6774, 17.6139, 1.0708, -0.6721, -5.4655
O, 5.3482, 11.085, -2.526, 1.387, -1.2771, 1.8731
O, 7.1888, 12.3877, -4.2175, -0.2686, -1.2075, -0.0136
O, 5.4188, 7.0595, 12.7131, -0.5208, -5.6358, 0.4282
O, 9.4497, 3.157, 12.4282, -3.2131, -3.085, -3.3231
O, -1.16, 5.6412, 10.282, -0.3767, -3.004, -3.5891
O, 8.0861, 4.0993, 10.2635, 1.5999, -1.0525, 0.1918
O, 10.8467, 16.3281, 10.699, 3.6115, -3.88, 7.3034
O, 5.5103, 3.2041, 9.9592, 0.1236, 0.2063, -1.8627
O, 5.0537, 9.6679, 8.7386, 0.0664, -0.6504, -0.3265
O, 4.8871, 5.6905, 9.0248, 0.1985, -0.653, -1.4482
O, 7.8652, 8.3116, 13.2354, -5.5019, -3.7194, -2.9056
O, 3.9283, 2.0741, 14.1174, 2.1201, -0.4636, 1.3391
O, -1.0601, 12.8893, 12.838, -0.792, -1.5128, -1.8358
O, 7.3303, 16.9156, 11.2821, -0.0199, 6.7138, -0.7394
O, 2.0514, 3.3668, 9.9999, -0.0147, 0.659, -3.5054
O, 6.7212, 8.2468, 10.937, 1.6742, -0.7612, -6.0116
O, 2.0558, 11.4396, 11.0042, 5.5293, 5.3028, -0.4643
O, -0.278, 10.7162, 11.7851, 9.944, -6.5606, -3.7779
O, 8.3526, 14.6722, 10.3973, 0.8784, 2.2612, -0.9174
O, 12.953, 17.1692, 12.0353, -0.8542, -4.0988, -0.6906
O, 11.2965, 16.9533, 16.2567, 4.2457, -0.0372, -0.5413
O, 0.3003, 4.7811, 16.9268, 1.8126, -1.1152, 6.3832
O, 6.5611, 2.2659, 14.2659, 1.7604, -1.0945, 1.0253
O, 10.9177, 3.9555, 14.4007, -1.3373, 1.7232, 0.6764
O, 2.0689, 5.9024, -2.0632, 0.611, -1.2078, -2.0818
O, 10.0355, 6.2801, 15.5245, 3.856, -1.5386, -0.1275
O, -2.2106, 12.1526, 10.6759, 1.0469, -1.0492, 2.471
O, 8.3513, 15.2852, 13.1805, -2.5039, 1.3363, -13.0146
O, 1.2668, 1.0033, 18.589, -0.1725, 0.6217, -0.0757
O, 10.1085, -1.1373, 14.7117, 0.5601, 0.8657, -0.1341
O, 2.2249, 4.0623, 12.5407, 1.2572, 2.0869, 0.7256
O, 4.2815, 13.1415, 10.817, 1.6867, -0.4852, 0.6264
O, 6.6257, 11.7829, 10.9723, -5.4437, 2.9687, 5.0106
O, 2.432, 4.4483, 18.2909, 2.2405, 0.846, 0.9045
O, 5.331, 1.3678, 12.0656, 0.1257, -0.0068, 0.7085
O, 7.8133, 10.2364, 15.0431, 0.1888, -1.0815, 0.0245
O, 2.8667, 7.0694, 12.125, -3.9283, -0.0751, -4.3226
O, 7.1211, 3.3996, 17.0698, -1.5291, 0.4937, -0.1967
O, 6.7837, 3.9697, 12.4732, 1.3268, -1.0867, 0.3742
O, 8.1585, 9.9132, 9.8115, -0.133, 5.073, 0.1121
O, 7.6705, -0.4851, 15.5188, 0.5901, -0.1426, -1.173
O, 5.5984, 12.961, 15.6033, 2.6644, -0.5121, 2.983
O, 1.6705, 9.5694, 17.5431, 1.3624, -0.8243, -1.6462
O, 3.5538, 8.3591, 14.1312, 1.1818, -1.0391, -0.3001
O, 0.0533, 7.0502, 11.9521, 12.3611, 4.3389, 1.7275
O, 8.3225, 4.3249, 14.5724, 1.383, -0.2956, -1.519
O, 1.7782, 11.9958, 16.6909, 0.6997, -3.3996, 3.2128
O, 11.5926, 15.177, 13.0462, -0.824, -1.165, 1.9342
O, 4.7111, 2.8951, 16.5404, -1.2755, -4.4151, 1.4326
O, 2.5064, 3.7226, 15.3007, 0.4477, 1.3232, -0.9795
O, 5.1177, 4.9449, 17.669, -2.1625, 2.8829, 3.7008
O, 2.7562, 1.3612, 16.3478, -2.0491, -2.1815, 2.4101
O, 0.6225, 12.9993, 14.7582, -5.8158, 0.4718, -6.4149
O, 1.379, 14.5313, 10.916, -1.0363, 2.1057, 1.5204
O, 3.2013, 13.2355, 14.9462, -2.7962, 0.9517, 0.9737
O, -0.0104, 13.0945, -3.6649, 1.5164, -2.4954, 3.382
O, 5.6955, 8.7603, 15.3715, 7.9905, -4.3004, 7.6994
O, 5.5312, 9.6426, 12.9394, 0.4498, -2.9108, 0.7677
O, 6.3886, 14.5075, 11.8471, -0.5287, -1.5649, 0.0125
O, -1.6254, 15.0227, -1.8685, -0.338, -1.0014, 1.4018
O, 5.4972, -0.0658, 14.3715, -0.8244, 0.2316, -1.0052
O, 3.7104, 5.7421, 13.9989, 0.7927, -3.0141, 1.724
O, 10.8842, 8.3239, 16.7667, -3.3486, 2.049, -1.7709
O, 1.6661, 8.9383, 10.8398, -1.4101, 3.2272, -0.5189
O, 0.9505, 10.879, -2.5738, 2.1432, -4.3951, 0.5834
O, 5.9442, 4.6162, 15.1538, -0.647, 0.6184, -1.2017
O, 4.2056, 10.8029, 14.9005, -0.6052, 5.3146, 1.019
O, 9.0089, 16.8532, 15.2658, -1.4904, -2.2631, -3.3971
O, -1.6879, 5.6603, 12.842, -0.2538, 4.9833, -3.6757
O, 8.3262, 7.8666, 16.166, -3.6074, 2.3799, 1.4444

Results
free energy: -61685.703 eV
free energy less fixed offsets of O -463.61, Si -117.95 eV per atom: 16.987 eV
pressure: 4.23 GPa
stress xx, yy, zz, yz, xz, xy (GPa, positive in tension): -4.78, -2.93, -4.98, 0.95, -2.87, -3.08
